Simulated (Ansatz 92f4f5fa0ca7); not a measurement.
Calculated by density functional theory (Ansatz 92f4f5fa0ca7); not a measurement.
Periodic cell of 221 atoms, Si132O88H1, from a study of silicon, its oxide and their interface. The atomic structure is a simulated model.

Settings
functional: PBE
potential files: Ansatz PAW
basis: plane waves
wave-function cutoff: 700 eV
density cutoff ratio: 5
exchange-correlation grid ratio: 1
k mesh: 2 x 2 x 1, shifted by 0.5 0.5 0.5 of a step
self-consistency stop: 5e-08 eV per atom in the density residual
occupations: fixed
spin: none
net charge: +1 e, with a uniform compensating background and no finite-size correction

Cell vectors (angstrom)
a 10.938 0 0
b 0 10.938 0
c 0 0 32.0187

Atoms and the computed forces on them: element, x, y, z (angstrom), force x, y, z (eV/angstrom)
Si -0.1008 0.2412 24.6782 -0.0162 0.0297 -0.025
Si 5.8382 -0.2961 24.3337 0.0288 -0.0149 -0.0415
Si 2.5167 2.9525 24.7928 -0.0278 -0.0087 -0.0212
Si 8.5455 2.4398 24.5295 0.0186 -0.0285 -0.0324
Si 0.3655 5.2415 24.6096 0.0271 -0.0124 -0.0374
Si 5.1866 5.9438 24.3563 -0.0196 0.0318 -0.0294
Si 2.7905 8.0625 24.546 -0.005 -0.029 -0.0384
Si 8.1247 8.432 24.6453 -0.0113 0.0094 -0.0327
Si 1.3647 1.4079 26.0681 -0.0125 -0.027 -0.0114
Si 6.8543 1.3477 25.7644 -0.0163 0.0037 0.0064
Si 4.2057 4.2125 25.7884 -0.0112 -0.0015 0.0086
Si 9.5853 4.1292 25.8175 0.0076 -0.0037 0.0121
Si 1.4067 6.8314 25.974 -0.0268 0.0111 -0.0025
Si 6.8247 6.8728 25.8198 0.003 -0.0204 0.0062
Si 4.1121 9.6442 25.7159 -0.0074 0.0036 0.0212
Si 9.6424 9.6037 25.9566 -0.0005 -0.0145 0.0111
Si 2.7813 -0.0186 27.238 0.0239 -0.0185 -0.0003
Si 8.1944 0.0175 27.2448 -0.0157 0.0067 -0.0131
Si -0.0555 2.7857 27.2969 -0.0128 0.0075 -0.011
Si 5.4903 2.7403 27.1627 0 0.0073 0.0113
Si 2.7963 5.4524 27.2648 0.0147 -0.0087 -0.0057
Si 8.1805 5.4737 27.1891 0.0015 -0.0038 0.0058
Si 0.0102 8.1867 27.2771 -0.0038 0.0089 -0.0071
Si 5.4371 8.2418 27.1912 -0.0051 0.0022 -0.0026
Si 4.1018 1.3673 28.6005 0.2609 0.177 -0.2245
Si 9.5708 1.3673 28.6005 -0.3093 0.1261 0.3422
Si 1.3673 4.1018 28.6005 0.1404 0.1131 0.2219
Si 6.8362 4.1018 28.6005 0.0794 -0.1543 -0.3004
Si 4.1018 6.8362 28.6005 0.1848 0.2803 0.1309
Si 9.5708 6.8362 28.6005 -0.2495 -0.1625 -0.0438
Si 1.3673 9.5708 28.6005 0.3015 -0.0799 0.0676
Si 6.8362 9.5708 28.6005 -0.155 0.0139 -0.0944
Si 0 0 29.9677 0.0308 0.043 -0.0467
Si 5.469 0 29.9677 0.0667 0.0589 -0.0002
Si 2.7345 2.7345 29.9677 -0.0394 -0.0073 -0.0368
Si 8.2035 2.7345 29.9677 0.0101 -0.0445 0.0342
Si 0 5.469 29.9677 0.0585 0.0305 0.007
Si 5.469 5.469 29.9677 0.0497 0.0814 -0.0405
Si 2.7345 8.2035 29.9677 -0.0155 0.0122 0.0329
Si 8.2035 8.2035 29.9677 -0.0275 -0.0571 -0.0331
Si 1.3673 1.3673 31.335 0.0411 0.0398 0.0084
Si 6.8362 1.3673 31.335 -0.0128 0.0272 0.0059
Si 4.1018 4.1018 31.335 -0.0624 -0.0532 0.0003
Si 9.5708 4.1018 31.335 0.0037 -0.0332 -0.0098
Si 1.3673 6.8362 31.335 -0.0317 0.0123 -0.0061
Si 6.8362 6.8362 31.335 0.0003 -0.0174 0.0226
Si 4.1018 9.5708 31.335 -0.0023 -0.0046 -0.0159
Si 9.5708 9.5708 31.335 0.0084 0.0037 -0.0009
Si 2.7345 0 0.6835 -0.0116 -0.0385 0.0123
Si 8.2035 0 0.6835 -0.017 0.0342 0.0025
Si 0 2.7345 0.6835 -0.0364 -0.0157 -0.0115
Si 5.469 2.7345 0.6835 0.089 -0.0069 -0.0106
Si 2.7345 5.469 0.6835 -0.037 0.0644 -0.0016
Si 8.2035 5.469 0.6835 0.0435 -0.0023 0.0169
Si 0 8.2035 0.6835 0.0769 -0.0312 -0.0122
Si 5.469 8.2035 0.6835 -0.0455 0.0304 -0.0165
Si 4.1018 1.3673 2.0507 -0.0955 0.0839 0.0709
Si 9.5708 1.3673 2.0507 0.1012 0.0987 -0.0258
Si 1.3673 4.1018 2.0507 0.0591 -0.0865 -0.0055
Si 6.8362 4.1018 2.0507 -0.1609 -0.1623 0.0198
Si 4.1018 6.8362 2.0507 0.0392 -0.0202 -0.0407
Si 9.5708 6.8362 2.0507 0.012 0.0235 0.0334
Si 1.3673 9.5708 2.0507 -0.1065 -0.0095 0.0274
Si 6.8362 9.5708 2.0507 -0.0013 -0.02 -0.0395
Si 0 0 3.418 -0.1689 -0.2449 -0.1395
Si 5.469 0 3.418 0.2315 -0.4758 0.4188
Si 2.7345 2.7345 3.418 -0.0039 0.2181 -0.2955
Si 8.2035 2.7345 3.418 -0.0592 -0.2616 -0.281
Si 0 5.469 3.418 -0.0479 0.1291 0.3447
Si 5.469 5.469 3.418 -0.2012 0.1693 -0.3586
Si 2.7345 8.2035 3.418 0.0613 -0.0948 0.1307
Si 8.2035 8.2035 3.418 -0.0587 0.2113 0.1735
Si 1.3913 1.3419 4.7169 -0.0065 -0.0199 0.0146
Si 6.9367 1.2793 4.7931 0.0279 -0.0151 0.003
Si 4.0615 4.1657 4.7533 0.0104 0.0063 0.0208
Si 9.4846 4.1272 4.768 0.0074 -0.0031 0.0065
Si 1.3425 6.8902 4.8226 0.0091 0.0068 -0.003
Si 6.8069 6.8334 4.7677 -0.0203 0.0093 -0.004
Si 4.1485 9.4666 4.8424 0.011 -0.0052 0.0005
Si 9.5375 9.596 4.8279 -0.0035 0.0087 -0.0244
Si 2.8044 -0.0094 6.0845 0.0025 0.0005 0.0104
Si 8.1579 -0.099 6.3721 0.0179 0.0181 -0.0096
Si -0.1746 2.6021 5.9697 -0.0317 0.0289 0.0084
Si 5.5748 2.7765 5.926 0.008 0.0091 0.0179
Si 2.6067 5.4402 6.2152 -0.0054 0.0021 0.0017
Si 8.1432 5.5228 6.1668 -0.0263 -0.0291 0.0172
Si -0.0138 8.2635 6.2044 -0.0007 -0.0106 0.0248
Si 5.4434 7.9855 6.3197 0.0228 0.0177 0.0135
Si 3.9719 1.7322 7.1981 -0.0326 0.035 0.0209
Si 9.8312 1.1485 7.5699 0.0444 0.0159 0.0244
Si 1.3821 3.6863 7.2396 0.0325 -0.0297 0.0315
Si 6.6293 4.2023 7.4542 -0.0225 -0.0241 -0.0158
Si 4.156 6.3779 7.7274 -0.0446 0.0313 0.0019
Si 9.3674 7.0263 7.4834 -0.0077 0.0273 0.0299
Si 1.2175 9.8947 7.4217 -0.0003 0.0127 0.0196
Si 7.0163 9.1269 7.6751 0.0128 -0.0338 0.0281
O 1.4229 4.044 24.1683 0.0082 0.0082 -0.028
O 5.482 11.0197 22.7681 -0.0001 0.006 -0.0029
O 2.6906 2.7264 7.1159 -0.0023 -0.0084 0.0625
O 8.1829 8.0204 8.0757 0.0087 0.0087 0.025
O 5.1777 4.8153 8.4096 0.042 -0.0264 0.0034
O 0.1427 0.1149 8.0048 -0.01 -0.0074 0.036
O 3.9315 6.9694 24.1088 0.0056 0.0024 -0.0256
O 9.6826 1.3032 24.2207 0.0102 0.003 -0.0267
O 2.1796 9.3515 8.6381 -0.003 -0.0182 0.0122
O 0.9308 3.4896 8.8191 0.0334 0.027 0.0241
O 9.4222 1.9302 8.9784 -0.0127 -0.0144 -0.0101
O 6.3187 9.5876 9.0861 -0.0012 -0.0065 0.0105
O 4.4777 2.0592 8.7666 -0.0156 0.0014 -0.0006
O 3.5325 7.0903 9.0727 0.004 0.017 -0.0049
O 7.3519 3.5033 8.7463 0.0214 0.0009 0.007
O 10.0934 6.146 8.6716 -0.0075 0.0085 0.0157
O 3.129 2.0097 23.5655 0.0077 0.0352 -0.0206
O 4.5443 1.9113 21.1964 0.0017 -0.0189 0.0022
O 8.0829 2.8384 23.0047 0.0051 0.0122 -0.0029
O 10.8918 6.0295 23.2187 -0.0238 -0.0018 -0.0015
O 6.9935 9.4931 24.1026 0.0044 0.0063 -0.0285
O 1.9979 8.4908 23.159 0.0115 0.0132 0.0024
O 5.7414 5.8118 22.7948 0.0062 -0.0079 0.0069
O 0.58 10.6906 23.2781 0.0007 -0.0166 -0.0009
Si 2.8551 8.4318 9.7996 -0.0073 0.0092 0.0021
Si -1.1267 3.4351 19.3048 0.0003 0.0037 0.0077
Si 3.0783 10.4949 19.8889 0.0031 0.0004 0.0113
Si 1.8701 2.4423 19.6438 -0.011 -0.0009 0.0143
Si 6.6374 2.2991 14.4783 -0.0027 -0.0017 -0.0003
Si 9.7676 -1.5456 13.6103 0.0019 0.0059 -0.0025
Si 2.1659 19.0504 15.5887 0.0002 -0.0026 0.0005
Si 9.3875 3.6824 14.1351 -0.0017 -0.004 -0.003
Si 5.6548 9.6881 10.5822 0.0018 0.0005 -0.0006
Si -4.0587 10.9615 16.7116 -0.0003 -0.0006 0.0019
Si 1.6141 3.9402 10.2297 0.0088 -0.0017 -0.0205
Si 2.7192 12.229 15.1315 -0.0009 0.0001 0.0004
Si 11.3151 10.5315 15.7368 -0.0012 0.004 0.0037
Si 0.0294 -2.5672 11.0325 -0.0067 0.0037 -0.0038
Si 4.57 3.4988 9.538 -0.0246 0.0097 -0.004
Si -3.159 12.057 19.2621 -0.0025 0.0011 0.0079
Si 1.8775 -5.6388 14.9815 0.0007 0.0037 -0.0021
Si 4.3383 3.7119 16.1145 0.0067 0.0022 0.0054
Si 3.8355 4.9098 18.834 0.0133 -0.0014 0.0034
Si 5.3213 4.7968 21.5739 -0.0057 -0.0028 0.0045
Si 13.1514 7.6539 18.5846 -0.0035 -0.0026 0.0025
Si 8.4964 2.9934 9.8137 -0.0008 -0.0005 0.0064
Si -2.7599 4.0159 21.888 0.0045 0.0071 0.0127
Si 10.5865 -2.9682 20.1475 -0.0037 -0.0058 0.0069
Si 8.8845 6.6356 14.4833 -0.0027 -0.0015 0.0002
Si 3.3853 2.6187 22.0818 -0.0057 0.004 0.0154
Si 1.2676 9.6451 22.2573 -0.0003 0.003 0.0089
Si 4.6631 9.7318 15.1868 0.0023 -0.0014 0.0014
Si -1.5758 -1.063 18.0533 0.0014 -0.0039 0.0048
Si 5.4741 11.5178 21.2159 0.0022 0.0002 0.0013
Si 9.5016 6.5682 22.5524 -0.004 -0.0036 0.0104
Si 10.2275 5.6682 10.233 0.001 0.0033 -0.0001
Si -4.0168 8.6429 13.184 -0.001 -0.0016 -0.0003
Si 1.1833 3.0234 13.0482 0.0021 -0.0035 -0.0054
Si -0.8326 4.9239 16.5919 -0.0007 0.0014 0.0096
Si 6.2227 1.818 11.4957 -0.0021 -0.0025 0.0039
O -5.4126 10.0978 16.5114 0.0107 0.0141 -0.0274
O 4.7288 4.3092 17.5855 -0.017 0.0035 -0.0076
O 3.1943 4.2415 9.9348 -0.0041 -0.0361 0.0085
O 5.3781 3.1207 10.8843 -0.0073 -0.0008 0.0025
O 1.3457 0.8825 15.9136 0.0079 -0.0113 -0.0157
O 2.6977 14.6799 19.0619 -0.0006 0.0015 -0.007
O -0.4206 2.8218 13.3151 0.0015 0.0182 0.0112
O -0.5848 9.0991 9.7039 0.0238 0.0353 0.0296
O 2.3936 10.4028 21.3692 -0.008 -0.012 -0.0167
O 0.8354 5.3019 10.6101 -0.0056 -0.0308 -0.0092
O 9.885 -3.024 14.3167 -0.0222 0.0129 -0.0143
O 3.4849 2.3141 16.1423 0.0024 0.0084 -0.0255
O 1.3082 -1.5644 15.0723 0.0174 -0.008 0.0101
O -2.5319 5.391 22.7245 0.0097 -0.0013 -0.0323
O -1.254 8.5093 18.8885 0.0186 0.0017 0.0062
O 1.6271 7.8007 17.0809 0.0173 0.0099 -0.0072
O 8.1247 -1.0409 16.9533 -0.0031 0.0253 0.0138
O 11.0599 9.1064 21.2255 0.0133 -0.0112 -0.0032
O 1.9783 2.5715 21.2731 0.0253 -0.0077 -0.0223
O 1.6512 8.06 10.8437 -0.0067 0.0212 -0.0165
O 4.7803 5.2621 20.1152 -0.0093 -0.0108 -0.0107
O -1.243 6.894 20.9727 0.0132 0.0157 0.0114
O -1.8271 6.1601 16.0673 0.0175 -0.0198 -0.0081
O -2.7248 9.6449 13.1783 0.0062 -0.0349 0.0108
O -0.2306 -0.6867 17.2139 -0.0163 -0.0066 -0.014
O 6.4009 8.6386 11.6122 -0.0122 0.0207 -0.0117
O 4.0685 9.2564 10.5082 0.0096 -0.0121 -0.0132
O 1.9275 6.8684 14.5797 -0.0006 -0.0025 0.0304
O 13.148 12.9007 13.7282 0.0001 0.0117 0.0132
O 5.6741 9.2919 13.9941 0.0063 -0.0018 0.0097
O 0.991 7.2404 19.5768 -0.0018 0.0288 -0.0101
O 5.7706 11.2714 10.9829 0.0067 -0.0073 -0.0022
O -1.275 3.588 15.7476 0.0013 0.0294 -0.0207
O 10.0301 7.0046 11.1687 0.008 0.0137 -0.0068
O 3.3733 4.8372 15.4305 -0.0141 -0.0099 -0.0029
O 1.454 2.8697 11.4347 -0.0032 0.0292 0.0018
O 7.4238 7.2058 13.881 0.0156 0.0233 -0.0035
O 8.9485 7.8807 23.3323 -0.0053 -0.0163 -0.0047
O 0.2851 2.598 19.257 0.0033 0.0178 0.0046
O -3.9627 11.887 20.6761 -0.0213 -0.0059 -0.0159
O 3.7307 11.0049 14.7461 0.0057 -0.0022 0.0189
O 5.7023 3.3919 15.2642 -0.0018 -0.0192 -0.0012
O -1.5024 3.9154 20.8322 -0.0056 -0.0063 -0.0027
O -4.2299 4.0159 21.1798 0.0233 0.0082 0.012
O 4.7049 -0.4259 20.1688 -0.007 0.0117 0.0078
O 3.2299 6.389 18.5035 -0.0174 -0.0017 0.0074
O 4.0161 4.1022 22.2874 -0.0153 -0.0091 -0.0185
O 6.6998 0.9097 18.0595 0.0251 -0.0212 -0.0059
O 2.8093 9.1291 19.019 -0.0077 -0.0014 -0.0011
O -0.1721 9.3488 12.3176 -0.0164 -0.0171 -0.0018
O 5.9231 1.788 13.0935 0.0001 0.007 0.0017
O -1.0115 4.6548 18.195 0.0008 -0.019 -0.0176
O -1.9601 10.9501 19.2147 -0.022 0.0036 -0.026
O 11.6943 5.1213 16.1766 -0.0013 -0.003 -0.0181
O 7.0511 1.0311 15.4259 -0.0163 0.0121 0.0041
O -7.1887 8.4589 15.5838 -0.0206 0.0186 -0.0073
O -2.9918 3.0295 13.8793 0.0149 0.0051 0.0184
O 13.4168 11.8915 19.1963 -0.0017 0.0001 0.016
O 8.508 2.5311 18.9337 0.0118 -0.0024 -0.004
O 1.5134 4.5182 13.5998 -0.0002 -0.0186 0.012
O 9.2732 4.325 10.414 0.0027 -0.0067 -0.0237
O 7.7636 2.1609 11.0144 -0.0058 0.0086 -0.0251
O 10.137 -0.2959 14.603 -0.0025 -0.0179 0.002
O 9.318 5.2698 13.6542 0.0003 -0.0122 0.0202
H -0.3684 10.0359 9.5463 -0.0092 -0.0372 -0.002

Results
free energy: -133997.964 eV
free energy less fixed offsets of H -17.10, O -569.03, Si -635.61 eV per atom: -5.704 eV

The program warned: the cutoff lies below the one the program advises for these potential files; the exchange-correlation potential is rough where the density is thin.
